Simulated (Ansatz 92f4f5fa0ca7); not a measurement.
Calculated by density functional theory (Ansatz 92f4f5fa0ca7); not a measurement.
Periodic cell of 186 atoms, Si104O82, from a study of silicon, its oxide and their interface. The atomic structure is a simulated model.

Settings: functional r2SCAN; potential files Ansatz norm-conserving; basis plane waves; wave-function cutoff 1300 eV; density cutoff ratio 4; exchange-correlation grid ratio 1; k mesh 2 x 2 x 1, shifted by 0.5 0.5 0.5 of a step; self-consistency stop 5e-08 eV per atom in the density residual; occupations Fermi-Dirac, 0.05 eV; spin none; net charge 0.

Cell vectors (angstrom)
a  11.5403  0  0
b  0  11.5403  0
c  -1.9955  -2.2209  24.0334

Atoms and the computed forces on them: element, x, y, z (angstrom), force x, y, z (eV/angstrom)
Si  -1.883  0.4161  0.4304  -0.2586  -0.0132  -0.5709
Si  -1.8141  5.7234  0.5922  -0.1377  0.204  -0.3462
Si  -1.7956  8.8727  0.9499  -0.0855  -0.1802  -0.6063
Si  2.2143  1.0083  0.8388  0.1014  -0.4352  -0.488
Si  1.8706  4.6644  0.2325  -0.3501  1.0479  0.2272
Si  2.1717  9.3322  0.7157  0.3557  0.1717  -0.5932
Si  5.9261  1.1554  1.072  -0.0093  0.0686  -0.7617
Si  5.8179  4.2591  0.8916  0.1093  -0.3541  -0.7238
Si  5.9643  9.5974  0.8619  0.1153  0.1885  -0.8353
Si  0.0676  1.2253  1.8072  -0.1458  -0.1427  -0.1867
Si  0.1265  5.1974  1.9056  0.0045  -0.2607  -0.386
Si  0.236  8.9046  2.0749  0.068  0.2334  -0.1385
Si  3.9933  1.1547  2.3226  -0.0515  0.0326  -0.2393
Si  3.8516  4.6972  2.0979  -0.1454  -0.4405  -0.379
Si  4.0371  8.9296  2.0883  0.0696  0.0391  -0.0474
Si  7.9896  1.0857  2.0831  0.1749  -0.1539  -0.3266
Si  7.8453  4.9809  1.9361  0.0635  -0.0193  -0.0702
Si  7.816  8.9907  2.2288  -0.1817  0.0976  -0.1145
Si  0.0562  3.1294  3.2672  0.1187  0.0123  -0.2715
Si  0.2213  6.984  3.3874  0.041  -0.0399  -0.007
Si  0.1573  10.927  3.388  0.1804  -0.0289  -0.0672
Si  3.937  3.0048  3.6508  0.0137  -0.0568  0.3277
Si  4.0044  6.831  3.2639  -0.2062  0.1947  -0.3061
Si  3.9964  10.772  3.5757  -0.1404  -0.0558  0.4129
Si  7.9903  3.0522  3.3839  -0.018  0.1131  0.0344
Si  7.7672  6.908  3.3325  -0.0637  -0.0758  -0.0018
Si  7.8951  10.8726  3.5841  0.011  0.01  0.4315
Si  -1.7085  3.0588  4.8264  -0.1958  0.0506  0.0857
Si  -1.7857  6.9694  4.6597  -0.0163  -0.072  0.0426
Si  -1.6995  10.8902  4.8798  -0.0974  0.0736  -0.049
Si  1.9234  2.9968  4.8167  0.1075  0.0615  -0.0247
Si  2.1308  6.9259  4.704  -0.1486  -0.0749  -0.0444
Si  2.0259  10.8741  4.8711  0.1026  -0.0238  -0.2269
Si  6.0035  2.988  4.7966  0.0134  0.0776  -0.0795
Si  5.8785  6.862  4.6852  0.2581  -0.1187  -0.0148
Si  5.9434  10.8574  4.9054  -0.0227  -0.0814  -0.1566
Si  -1.7356  1.2061  6.3873  0.0443  -0.0498  -0.1338
Si  -1.7592  5.051  6.0416  0.0278  -0.126  -0.0202
Si  -1.7644  8.8847  6.0642  0.0246  0.0953  0.078
Si  2.0176  1.1837  6.3753  -0.0479  -0.0335  -0.0177
Si  2.0643  4.9847  6.0339  -0.0328  -0.0178  0.0736
Si  2.0177  8.8559  6.0328  0.049  0.0899  0.0711
Si  5.9498  1.1845  6.3647  -0.0105  -0.0118  0.0403
Si  5.9293  4.9492  6.0463  0.061  0.01  0.116
Si  5.9532  8.8081  5.9943  -0.1108  0.1407  0.125
Si  0.1466  1.2125  7.8511  0.0045  0.0004  0.2396
Si  0.1635  5.0664  7.3841  0.026  0.0087  -0.3523
Si  0.1344  8.9532  7.4441  -0.0044  0.0938  -0.2203
Si  3.9944  1.1635  7.7448  0.0132  0.093  0.1249
Si  3.994  4.8925  7.3886  0.0098  -0.3137  -0.2976
Si  4.0014  8.7713  7.2494  0.0298  0.1558  -0.3906
Si  7.8556  1.168  7.8046  0.002  0.0246  0.2118
Si  7.8535  4.9815  7.3837  -0.0359  -0.0756  -0.3335
Si  7.8326  8.8917  7.4012  0.0015  0.1067  -0.2896
Si  0.1814  3.3772  8.9845  0.0048  -0.0021  0.1911
Si  0.1449  7.0046  8.6312  -0.0114  -0.0889  0.3101
Si  0.1166  10.6588  9.1285  0.0143  -0.1076  0.203
Si  4.0112  3.2274  9.0792  -0.0766  0.0523  0.0433
Si  4  6.8706  8.5491  -0.0067  0.0527  0.1637
Si  4  10.4913  8.7521  0.0167  -0.0024  0.0349
Si  7.8489  3.2899  9.0154  0.012  0.0574  0.1125
Si  7.8451  6.9328  8.596  0.0344  -0.0582  0.3089
Si  7.8033  10.5902  9.0602  -0.1222  -0.1208  0.117
Si  -1.7559  3.9742  10.2175  0.1035  0.2064  0.5239
Si  -1.7891  7.0102  9.9101  0.0138  0.0527  0.959
Si  -1.8616  10.0666  10.4449  0.0708  -0.2408  0.2988
Si  2.0884  3.9211  10.339  0.0027  0.2948  0.632
Si  2.1024  6.9857  9.8623  -0.0914  0.0491  0.9821
Si  2.1942  10.043  10.1793  0.0576  -0.2864  0.5347
Si  5.949  3.7702  10.387  0.0344  0.3345  0.4755
Si  5.9071  6.8339  9.8653  0.083  -0.0492  0.9302
Si  5.7792  9.8845  10.1966  -0.0146  -0.1626  0.6305
Si  9.8425  11.4049  13.3349  0.1643  -0.1724  0.4625
Si  -1.1008  9.6543  17.9329  -0.0076  0.1834  -0.2628
Si  7.1832  11.7994  14.961  -0.1129  -0.1271  0.3536
Si  10.2789  2.9671  13.0917  0.0652  0.1139  0.2986
Si  0.1995  10.2587  15.2583  -0.0072  -0.1451  0.1926
Si  5.0524  4.4467  17.3196  -0.1463  -0.0134  0.2013
Si  4.0908  4.5989  14.6585  -0.1095  0.3045  0.1652
Si  3.1446  10.1093  15.0632  -0.015  -0.1489  0.4512
Si  1.715  3.3899  13.343  -0.0366  0.1019  0.338
Si  5.4385  2.1577  13.1149  -0.0148  0.0901  0.4485
Si  1.0315  7.3571  21.823  0.0356  -0.042  -0.3035
Si  -0.9897  4.849  17.6775  0.0856  0.1225  -0.0603
Si  4.0081  11.1347  12.3347  -0.0222  -0.1437  0.1718
Si  3.4254  2.3567  20.2727  0.2439  -0.0731  -0.2757
Si  5.8902  9.7612  19.3216  -0.307  -0.1636  -0.1431
Si  5.7318  9.3585  16.1881  -0.0794  -0.1543  0.0533
Si  -3.1361  8.6178  19.6913  -0.1148  -0.2066  -0.1198
Si  8.7075  4.496  15.2807  -0.0845  0.2153  0.1545
Si  0.4289  11.6702  19.3397  -0.0481  0.0229  -0.327
Si  2.3401  3.3937  22.6997  0.3701  -0.0463  -0.4844
Si  -2.563  2.0728  22.2114  -0.1333  0.1137  -0.3235
Si  -0.6744  7.2233  19.3969  0.0636  -0.1484  -0.0738
Si  1.8578  12.6995  15.5683  0.0476  -0.0251  0.2895
Si  -3.7942  10.8015  21.4826  -0.0049  -0.1237  -0.4731
Si  7.1843  2.3799  17.159  -0.144  -0.0598  0.1005
Si  0.994  10.4745  21.9278  0.0575  -0.0717  -0.2895
Si  3.1685  10.9137  20.0132  0.2974  -0.0815  -0.312
Si  1.341  2.758  18.1965  0.0795  0.0222  -0.0317
Si  3.6422  6.0898  22.0929  0.0945  0.1049  -0.4072
Si  6.3415  6.3356  15.439  0.02  0.1081  0.0673
Si  5.4067  4.5985  20.188  -0.0734  -0.0023  -0.1952
Si  8.3371  3.56  19.5969  -0.186  0.0793  -0.2204
O  1.8804  10.9566  18.9841  -0.1469  0.132  0.3572
O  7.0191  4.4486  20.015  0.0128  -0.1677  -0.0205
O  7.2667  10.4398  23.0019  0.2606  -0.2792  0.4872
O  -1.8182  -1.2324  0.0562  0.0559  0.3718  0.5757
O  -0.7352  9.506  16.3597  0.1396  0.2032  0.0672
O  -1.7226  4.8603  -0.8125  0.254  0.1653  0.1406
O  3.1056  11.6547  15.607  -0.2212  -0.1553  -0.2751
O  0.6745  11.0164  23.4216  -0.2056  -0.0878  0.5472
O  2.0556  -0.5939  0.5337  0.0821  0.0358  0.0236
O  0.8215  4.1531  -0.9746  0.6298  -0.0138  0.4217
O  2.5212  8.8367  -0.842  -0.1542  0.1842  0.54
O  -0.7618  11.1729  18.3682  0.1795  -0.2527  0.184
O  3.6055  3.0901  23.6733  -0.2592  -0.3521  0.1049
O  2.567  10.6362  21.5004  -0.3277  0.0508  0.084
O  4.1611  6.402  23.5845  -0.1608  0.2797  0.2191
O  -1.8867  7.367  0.1584  0.0998  -0.1201  0.6678
O  0.2718  6.6483  20.5689  0.0054  0.289  0.1525
O  -0.1982  8.7022  18.9026  -0.272  -0.0899  0.0548
O  -2.6601  9.2849  18.2502  0.2213  -0.0939  0.3527
O  0.4992  11.8066  15.6919  0.1664  -0.1345  -0.1792
O  -2.242  7.2781  19.9059  0.1855  0.323  -0.1559
O  10.022  4.9055  16.1446  -0.1796  -0.1556  0.0836
O  6.5856  12.8641  13.8984  -0.1332  0.0056  -0.1721
O  7.8729  2.3138  18.6342  0.055  0.3355  0.0424
O  2.0947  3.1158  11.7865  0.0119  0.3257  -0.3381
O  2.1539  8.433  10.7379  0.0333  0.3267  -0.8217
O  6.2771  10.4715  15.1465  0.0425  0.1972  -0.014
O  6.0227  2.8634  11.7731  -0.1006  0.317  -0.3559
O  3.7566  10.1177  13.5716  0.023  0.3762  -0.2603
O  8.6069  11.3127  14.3818  0.0722  0.0973  -0.2656
O  11.6729  3.7415  13.427  0.0102  -0.2044  -0.2137
O  5.9185  5.4191  10.8003  -0.033  -0.2475  -0.7612
O  5.3836  10.7072  11.5701  -0.0602  -0.15  -0.1741
O  9.4838  10.9791  11.8112  0.0706  -0.2988  -0.2887
O  4.908  3.3034  14.1328  0.0545  -0.1485  -0.2866
O  -0.5481  6.3453  18.0594  -0.1295  -0.0319  0.2347
O  6.1483  5.5405  16.8379  -0.0922  -0.1134  -0.2139
O  7.9071  3.4313  16.184  0.0523  0.0815  -0.0825
O  2.1053  5.5648  10.7647  0.0178  -0.3877  -0.6524
O  -1.8188  8.4221  10.8411  -0.0262  0.3233  -0.6697
O  0.3517  3.9619  17.8155  -0.1074  -0.0696  0.0214
O  7.7777  5.7878  14.872  -0.0628  -0.2665  0.2002
O  0.4866  1.7208  19.0971  0.1488  -0.1562  0.0118
O  2.6458  4.8165  22.0188  -0.015  -0.1119  0.2157
O  5.906  2.6686  0.279  -0.0103  0.1356  0.7224
O  -2.7981  9.6291  20.9293  -0.2191  0.1155  0.0065
O  -1.7889  5.5735  10.7855  0.0161  -0.4356  -0.7736
O  1.631  9.4915  15.0973  0.0345  0.412  -0.0425
O  6.5572  10.8892  20.3266  0.2675  -0.1808  0.2836
O  5.8631  11.1899  0.2611  0.0591  -0.1532  0.7514
O  10.4081  1.3852  13.4297  -0.1154  0.0167  -0.158
O  5.6591  2.9279  17.3748  0.2121  0.2326  -0.0951
O  -1.659  3.0148  11.5329  -0.0443  0.2506  -0.0141
O  6.0214  9.8926  17.7006  0.0027  -0.0847  0.0471
O  4.2867  9.7835  19.6431  0.0721  0.2347  0.0729
O  5.8686  8.2776  10.7248  -0.0249  0.3298  -0.781
O  0.6004  8.9128  21.8304  0.0685  0.027  0.0398
O  4.784  3.1626  20.6559  -0.2088  0.139  0.0136
O  2.6653  3.1372  19.056  -0.0671  -0.2262  0.224
O  3.8748  12.378  19.9081  -0.3648  0.0516  0.1461
O  0.0903  11.3432  20.8898  0.2468  -0.1216  0.0986
O  4.6734  4.9735  18.7891  0.2093  -0.2046  0.1098
O  10.9551  10.3241  13.8433  -0.0881  0.3061  -0.0107
O  -2.1589  4.425  18.7142  -0.0022  -0.1153  0.0242
O  7.273  12.4732  16.4475  -0.0118  0.103  -0.2946
O  -3.0111  12.1996  21.5755  -0.0066  0.0944  0.2524
O  3.8117  4.4592  16.2695  0.3979  0.01  -0.2644
O  2.6387  4.6216  13.9254  0.0305  -0.387  -0.1687
O  5.0613  5.9248  14.4711  0.0562  -0.297  0.2168
O  4.2293  12.68  12.7597  0.1127  -0.036  -0.0452
O  4.977  5.7886  21.207  -0.2957  -0.0867  0.2161
O  2.3694  2.2713  21.5163  0.0618  0.3229  0.3161
O  2.6597  11.0418  11.4193  -0.0672  -0.3365  -0.1231
O  4.1134  9.2209  16.0109  0.1148  0.251  -0.2387
O  1.9393  2.0408  14.2192  -0.0436  0.1518  -0.095
O  2.6552  7.2897  21.5875  -0.1746  -0.1901  0.3288
O  9.1091  3.0767  20.9318  -0.0622  -0.26  0.3776
O  9.1358  3.7403  13.9279  0.1492  -0.1683  -0.1401
O  6.3948  7.9244  15.7654  -0.1314  0.0485  0.0513
O  6.7752  8.3971  19.6475  0.2647  0.4034  -0.0064
O  0.9003  3.4615  23.442  -0.3093  -0.4639  0.0216
O  1.9166  2.1231  16.8395  -0.1108  -0.0683  -0.0853

Results
free energy: -50302.203 eV
free energy less fixed offsets of O -463.61, Si -117.95 eV per atom: -19.383 eV
pressure: -2.21 GPa
stress xx, yy, zz, yz, xz, xy (GPa, positive in tension): 1.46, 3.53, 1.63, 0.09, -0.01, -0.19
